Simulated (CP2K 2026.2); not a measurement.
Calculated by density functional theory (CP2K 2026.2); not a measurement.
Periodic cell of 432 atoms, Si324O108, from a study of silicon, its oxide and their interface. The atomic structure is a simulated model.
Doubt: the forces sum to 4.07 eV/angstrom along one axis rather than to zero, so they err by at least 0.0094 eV/angstrom per atom on average; the grid cutoff is modest.

Settings: functional PBE; method Gaussian and plane waves; basis set DZVP-MOLOPT-SR-GTH; pseudopotentials GTH-PBE; grid cutoff 350 Ry, relative cutoff 50 Ry; k points Gamma only; occupations fixed; spin none; net charge 0.

Cell vectors (angstrom)
a 16.32 0 0
b 0 16.32 0
c -0.404 -2.9527 29.4066

Atoms and the computed forces on them: element, x, y, z (angstrom), force x, y, z (eV/angstrom)
Si 1.0205 15.204 0.0517 0.3071 -0.1498 0.7109
Si 3.8712 1.7589 0.137 -0.0305 -0.279 0.6918
Si 1.5801 3.8323 0.1893 -0.1604 0.0128 0.7469
Si 3.7999 3.4282 29.2553 -0.1414 0.3826 0.6296
Si 1.0785 9.6933 0.0265 0.2422 -0.1214 0.6697
Si 3.9538 9.047 29.3998 -0.3678 0.3132 0.5814
Si 6.5603 11.8596 29.3844 -0.1244 0.1359 0.7059
Si 9.8283 1.1318 0.1147 -0.1758 0.1038 0.7064
Si 6.5616 4.2811 0.042 0.1797 -0.1049 0.7115
Si 9.7994 6.5547 0.1714 -0.1724 0.1483 0.7161
Si 6.6519 9.7315 0.0194 0.259 -0.3691 0.611
Si 8.8289 9.6512 29.2958 0.1607 -0.1777 0.7353
Si 12.0706 15.2356 0.1495 0.054 -0.2053 0.6718
Si 15.0853 1.0441 0.2628 -0.0168 0.2657 0.689
Si 11.9336 4.2451 0.1694 0.2832 -0.1166 0.6898
Si 14.7078 7.0302 0.1412 0.1351 -0.2445 0.7869
Si 12.5072 9.2518 0.1079 -0.1418 0.2045 0.733
Si 15.2934 12.0393 0.0834 -0.2526 0.0821 0.737
Si 2.7045 0.0334 1.276 -0.0185 -0.0023 -0.0723
Si 5.4326 2.8119 1.4813 0.0246 0.013 -0.0375
Si 2.7453 5.4127 1.4287 0.0216 0.0055 -0.0476
Si 5.3969 8.067 1.1358 -0.021 -0.0426 -0.0357
Si 2.7106 10.8703 1.2602 0.0036 -0.0057 -0.0284
Si 5.4346 13.6279 1.3038 -0.0054 -0.0231 -0.0437
Si 8.1523 0.016 1.3213 -0.0042 -0.0058 -0.0401
Si 10.846 2.7013 1.5112 -0.0005 -0.0114 -0.0196
Si 8.1477 5.413 1.3725 -0.0075 -0.0229 -0.0601
Si 10.9196 8.1597 1.4331 0.0092 -0.0076 -0.0844
Si 8.2246 10.9311 1.2694 -0.0007 0.0158 -0.0659
Si 10.8374 13.6209 1.308 -0.0079 -0.0044 -0.0484
Si 13.5835 -0.0655 1.5972 -0.0232 -0.0113 -0.0216
Si -0.0156 2.667 1.4304 -0.0251 0.0059 -0.0406
Si 13.5762 5.4069 1.3946 0.0124 -0.0085 -0.0303
Si -0.0165 8.1641 1.413 -0.0078 -0.0068 -0.0473
Si 13.6252 10.9091 1.3322 0.0446 -0.0089 -0.0639
Si 0.0374 13.5968 1.4429 -0.0203 0.017 -0.0495
Si 1.3718 1.3201 2.765 0.0201 0.0178 0.0358
Si 4.0953 4.1334 2.8556 -0.0281 0 0.0322
Si 1.3707 6.8041 2.7236 -0.024 -0.016 0.0175
Si 4.0786 9.4584 2.5812 0.0108 0.0015 0.0444
Si 1.4383 12.236 2.722 -0.0045 -0.0316 0.0282
Si 4.0656 14.9867 2.6468 -0.0076 0.0088 0.0013
Si 6.8047 1.3659 2.7109 0.0163 -0.0242 -0.0005
Si 9.4449 4.0534 2.7977 0.0116 0.0038 0.0342
Si 6.7687 6.8232 2.6477 -0.0121 0.0167 0.0311
Si 9.5358 9.5698 2.6846 -0.029 -0.0127 0.0199
Si 6.8091 12.242 2.6666 0.0124 0.0112 0.0335
Si 9.5017 14.9744 2.7195 0.0022 0.0114 0.0456
Si 12.2538 1.3871 2.8539 -0.0145 -0.0002 0.0334
Si 14.9635 4.0751 2.7436 -0.0059 -0.0052 0.0117
Si 12.248 6.7768 2.7951 0.0191 -0.0073 0.0482
Si 14.9596 9.5555 2.7583 -0.0106 -0.0054 0.0447
Si 12.2141 12.2442 2.6647 0.0007 0.0187 -0.0188
Si 14.9587 14.8673 2.8484 0.0253 0.0079 0.0344
Si 0.0128 -0.0332 4.1328 0.0042 0.0148 -0.0305
Si 2.7161 2.7089 4.1258 -0.0002 -0.0066 -0.0273
Si 0.0095 5.4422 4.0853 0.0079 0.0004 -0.0029
Si 2.7398 8.1731 4.0511 0.0299 0.008 -0.022
Si 0.0333 10.8998 4.0861 -0.0244 0.0025 -0.014
Si 2.7646 13.6151 4.0662 -0.0036 -0.0024 0.0022
Si 5.4322 -0.0038 4.0443 -0.012 0.0025 -0.0098
Si 8.1201 2.692 4.1415 0.0017 0.0319 0.0045
Si 5.4718 5.5046 4.1285 0.0107 -0.0056 -0.0051
Si 8.1402 8.1907 4.014 -0.0159 -0.0134 -0.0244
Si 5.4344 10.8408 3.9828 -0.0035 0.0107 -0.0191
Si 8.1471 13.598 4.0661 0.0133 0.0008 -0.0256
Si 10.8573 -0.0054 4.1241 -0.0222 -0.0178 -0.0255
Si 13.625 2.749 4.1575 -0.001 -0.0135 -0.0156
Si 10.8494 5.4265 4.116 0.0054 -0.0005 -0.0193
Si 13.6109 8.169 4.1158 0.013 -0.0005 -0.0296
Si 10.889 10.8932 4.0671 0.0101 0.0101 -0.0063
Si 13.5562 13.5351 4.1282 -0.0024 -0.0089 0.0056
Si 1.406 -1.3365 16.3532 -0.0136 -0.0106 0.0039
Si 4.0776 1.337 16.3794 -0.0037 -0.004 0.0109
Si 1.3178 4.0386 16.288 -0.0063 0.0032 0.0244
Si 4.0932 6.8022 16.2655 -0.0226 -0.023 0.0174
Si 1.3245 9.4915 16.2941 0.0061 0.0076 -0.0091
Si 4.0647 12.2306 16.3369 0.0105 0.0064 0.0159
Si 6.8191 -1.372 16.3183 0.0194 -0.0054 0.0333
Si 9.5617 1.3821 16.2583 -0.0194 -0.0007 0.0017
Si 6.7641 4.0328 16.2747 0.0168 0.0064 -0.0029
Si 9.4729 6.789 16.2754 0.0087 0.0112 0.0197
Si 6.8369 9.5514 16.3087 -0.0067 -0.0085 0.0147
Si 9.5328 12.2489 16.3762 0.0092 -0.0105 0.0064
Si 12.2179 -1.3926 16.3045 0.0053 0.0232 -0.0043
Si 14.9523 1.3518 16.3394 0.0209 0.0213 0.0264
Si 12.2869 4.1207 16.2827 -0.0172 -0.0094 0.0037
Si 14.9618 6.8059 16.3285 0.0056 0.0012 0.0045
Si 12.2266 9.549 16.2688 0.0098 0.01 0.0241
Si 14.9886 12.2703 16.3104 -0.0072 -0.0015 0.0256
Si 2.7272 0.0009 17.7955 -0.0087 -0.0121 0.0073
Si 5.4544 2.7005 17.716 0.009 0.0057 0.0127
Si 2.7042 5.4174 17.5626 0.0075 0.0068 -0.0253
Si 5.4767 8.1645 17.6072 0.0035 -0.0017 -0.01
Si 2.6644 10.8373 17.649 0.0078 0.023 -0.0014
Si 5.4426 13.5933 17.685 0.0029 0.0026 -0.022
Si 8.2444 0.002 17.6089 -0.0019 -0.0137 -0.027
Si 10.9188 2.768 17.5966 0.0057 0.0047 -0.0114
Si 8.1242 5.3691 17.6096 0.0057 -0.0007 -0.0105
Si 10.7985 8.2202 17.5791 -0.0194 0.0095 -0.0248
Si 8.1705 10.8905 17.7444 -0.0171 -0.0128 -0.0019
Si 10.9029 13.605 17.7507 -0.0064 -0.0104 0.0251
Si 13.568 -0.0446 17.646 -0.0083 -0.0036 -0.0127
Si -0.0328 2.7233 17.7283 -0.0067 0.0066 -0.0141
Si 13.6103 5.4638 17.7025 -0.0093 -0.0206 0.0134
Si -0.0073 8.1538 17.7062 0.0055 0.0093 0.0156
Si 13.5987 10.909 17.622 -0.0139 -0.0139 -0.0371
Si 0.0586 13.6122 17.6895 0.0049 -0.0225 -0.0111
Si 1.3255 1.3678 19.1453 -0.0239 0.0083 0.0467
Si 4.0145 4.0858 18.9759 -0.0157 -0.0081 0.0334
Si 1.3906 6.7428 18.9824 -0.0008 -0.0201 0.0368
Si 4.0639 9.4747 18.9427 -0.0087 -0.0345 0.0171
Si 1.3542 12.1889 19.0796 -0.0313 0.0073 0.032
Si 4.1176 -1.39 19.1219 0.0036 0.0055 0.0664
Si 6.906 1.3271 18.9895 0.0152 0.0212 0.0234
Si 9.5314 4.0604 18.9753 -0.0015 0.0031 0.0384
Si 6.7868 6.7459 18.9488 -0.0235 -0.0069 0.0275
Si 9.5189 9.5138 19.1063 0.0023 0.0109 0.0535
Si 6.7949 12.2511 19.0867 0.0264 -0.0021 0.0559
Si 9.5771 -1.2856 19.0799 0.0123 0.0412 0.0376
Si 12.244 1.3961 18.9487 -0.0023 0.0035 0.0327
Si 14.9475 4.1254 19.1328 0.0343 -0.0031 0.0253
Si 12.1486 6.8675 18.8913 -0.0005 0.0039 0.0413
Si 14.9251 9.5563 19.0041 -0.0012 0.0099 0.0453
Si 12.2872 12.2228 19.0797 0.0174 -0.0053 0.052
Si 14.9569 -1.3761 19.004 0.0033 -0.0235 0.0175
Si 15.9636 0.2397 20.3662 0.2729 -0.1084 -0.679
Si 2.4707 3.0084 20.3875 0.0836 -0.1884 -0.7707
Si 0.283 5.2449 20.4103 -0.2501 0.0949 -0.7204
Si 2.9795 7.8663 20.2659 -0.0435 0.1379 -0.7508
Si -0.2561 11.0633 20.405 0.1746 -0.1029 -0.7182
Si 2.9964 13.2553 20.3729 -0.1489 0.2194 -0.7454
Si 5.7846 -0.212 20.3318 -0.1998 0.0173 -0.7303
Si 8.4855 2.448 20.3301 -0.0858 0.1001 -0.7513
Si 5.1677 5.6526 20.2533 0.1314 -0.0394 -0.7375
Si 8.3519 7.8297 20.2954 -0.0817 0.2498 -0.7259
Si 5.1824 11.0042 20.2866 0.2651 -0.0775 -0.7093
Si 7.9617 13.8972 20.329 0.0518 -0.1678 -0.756
Si 10.777 0.3112 20.3968 0.0433 -0.2155 -0.6951
Si 13.7355 2.5157 20.3553 -0.1055 0.3028 -0.6749
Si 10.6287 5.706 20.2249 0.1018 -0.1312 -0.7833
Si 13.2777 8.4152 20.2028 0.0734 -0.0245 -0.781
Si 11.1512 10.6532 20.4142 -0.2619 0.1447 -0.7128
Si 13.9084 13.3476 20.3747 -0.1489 0.0913 -0.7828
Si 15.4785 2.1089 27.5704 -0.0127 -0.0211 0.1276
Si 7.9284 12.5667 24.9129 0.0657 -0.0165 -0.1412
Si -0.3079 7.9911 24.6996 0.0526 0.0246 -0.0365
Si 5.2526 2.5051 24.7132 0.0142 -0.0205 -0.0512
Si 3.1772 10.8816 24.5535 0.0031 0.0668 0.0765
Si 4.7 13.4401 27.3678 0.081 -0.0311 0.0209
Si 8.9457 -1.3852 26.5116 0.0802 0.0041 0.0522
Si 1.4607 9.4809 22.5462 -0.1128 0.0359 -0.0316
Si 11.0538 4.8908 25.0991 -0.0933 0.0448 -0.0287
Si 9.1906 11.9248 22.3649 0.1004 -0.0154 -0.0353
Si 14.1881 9.4068 26.5941 -0.1053 0.0063 0.0026
Si 12.7543 -1.0014 22.5691 0.0849 0.1066 -0.1169
Si 0.9556 -1.4338 25.272 -0.0645 0.0332 0.0176
Si 0.7241 1.5146 25.2802 0.031 -0.0665 -0.0827
Si 2.9973 -1.5985 22.9507 0.018 0.0152 -0.0306
Si 10.043 9.4305 26.3993 0.0136 0.0697 0.143
Si 6.3756 7.3157 26.5238 0.069 -0.1067 0.0494
Si 3.6702 8.5231 26.4533 0.1393 0.0348 0.1034
Si 6.9886 9.6443 22.3237 0.0112 -0.0386 -0.05
Si 1.8083 12.3743 26.7675 -0.0003 0.045 -0.0504
Si 12.4392 4.346 22.4569 0.0622 -0.0306 -0.1596
Si 7.3424 1.0287 26.6202 -0.0434 0.1263 0.0259
Si 5.1844 13.3517 24.3754 -0.09 0.0079 0.0121
Si 6.847 4.1263 22.4716 0.017 0.0133 -0.0831
Si 7.3739 9.7032 25.3034 -0.034 -0.0273 -0.0755
Si 14.6535 6.555 22.4038 0.0952 -0.1201 -0.1059
Si 8.1838 5.5442 24.7114 0.0433 -0.0649 0.0728
Si 12.0787 7.2151 26.6441 -0.0138 0.0118 0.0754
Si 12.1308 11.6132 26.5991 0.0057 0.0104 0.0165
Si 3.9241 1.138 22.4065 0.0431 0.0307 -0.1012
Si 11.878 -1.7403 25.4329 0.0182 -0.0769 0.0952
Si 2.8795 3.6646 26.1929 -0.0691 -0.1297 0.1607
Si 15.6274 -0.1687 23.2574 -0.0097 0.0406 0.0397
Si 8.995 3.5621 26.707 -0.03 0.0742 -0.0228
Si 13.2587 -0.1742 27.5667 -0.0381 0.0574 0.046
Si 1.4501 6.3712 26.4786 0.0391 -0.0431 0.094
Si 1.3872 14.9349 5.4599 0.0016 -0.0061 -0.0002
Si 4.0937 1.3475 5.4474 0.0006 -0.0131 -0.0036
Si 1.3543 4.0788 5.4611 -0.011 0.0064 -0.0023
Si 4.0795 6.8351 5.4559 0.005 0.0067 0.0072
Si 1.3816 9.5227 5.4288 0.007 0.0025 -0.001
Si 4.1108 12.2183 5.3919 0.0134 -0.0059 -0.0052
Si 6.7875 14.9565 5.4213 0.0043 0.0093 -0.003
Si 9.5041 1.3496 5.4837 0.004 -0.007 -0.0037
Si 6.7905 4.0939 5.4733 -0.0112 0.001 0.0085
Si 9.4879 6.8249 5.4191 -0.0075 -0.0044 -0.012
Si 6.7895 9.5276 5.3985 -0.0093 0.0089 0.0007
Si 9.5189 12.2486 5.4261 0.0015 -0.0077 -0.0075
Si 12.2244 14.9445 5.4636 0.0081 0.0149 -0.0017
Si 14.9768 1.3511 5.4769 0.0059 0.0081 -0.0002
Si 12.2288 4.092 5.4828 0.0002 0.0084 -0.0063
Si 14.976 6.8045 5.4545 0.0058 0.0012 -0.0061
Si 12.2342 9.5283 5.4455 -0.006 0.002 0.0065
Si 14.9634 12.2134 5.4629 -0.0067 -0.016 0.0045
Si 2.7375 -0.0123 6.8094 -0.0025 -0.0025 -0.003
Si 5.4323 2.7206 6.8149 0.0033 0.0146 0.0018
Si 2.7235 5.4494 6.8021 0.0092 -0.0022 0.0019
Si 5.446 8.1858 6.801 -0.0098 0.0028 0.005
Si 2.7374 10.8881 6.7809 -0.0061 -0.0004 -0.0022
Si 5.4454 13.5828 6.779 0.0029 -0.0153 0.0034
Si 8.1371 -0.0151 6.813 0.0094 0.0061 0.0016
Si 10.8753 2.7163 6.8271 0.0007 -0.0054 -0.0022
Si 8.1621 5.4548 6.8096 -0.0073 -0.0105 -0.0085
Si 10.8602 8.1689 6.7889 0.0037 0.0059 0.0003
Si 8.1538 10.8799 6.7709 -0.0059 -0.0046 0.0024
Si 10.8678 13.5907 6.8154 -0.0034 0.007 -0.0039
Si 13.5977 -0.011 6.813 -0.0036 -0.0033 -0.0043
Si 0.0052 2.7202 6.8286 0.0011 -0.0058 -0.0047
Si 13.6023 5.4556 6.8165 -0.0072 -0.0014 -0.007
Si 0.0222 8.1645 6.8 -0.0055 -0.0042 0.0009
Si 13.6026 10.8637 6.819 0.0194 -0.0114 0.0034
Si 0.0037 13.5893 6.8086 -0.0074 0.0113 0.0012
Si 1.3742 1.352 8.1654 0.0031 0.0039 0.0034
Si 4.0747 4.0834 8.1662 -0.0098 -0.0166 0.0008
Si 1.3664 6.8031 8.1662 -0.0039 0.0008 -0.0013
Si 4.0839 9.5351 8.1608 0.0179 0.0089 0.0078
Si 1.3706 12.2312 8.1569 -0.0014 -0.0117 0.0005
Si 4.0906 14.9396 8.1556 -0.0063 0.0049 0.0015
Si 6.7943 1.3588 8.1696 -0.008 -0.0024 0.0012
Si 9.5176 4.0888 8.1712 0.0105 0.0209 -0.0008
Si 6.7942 6.8105 8.1606 -0.0008 -0.0066 0.005
Si 9.5069 9.5279 8.1481 -0.0029 -0.0016 0
Si 6.8055 12.2359 8.1467 0.0069 0.0067 0.0023
Si 9.5096 14.9537 8.1693 0.0018 -0.0031 0.0039
Si 12.2404 1.3527 8.173 -0.0038 0.0017 -0.0016
Si 14.9555 4.0832 8.1709 -0.0007 -0.0006 0.0013
Si 12.2305 6.8154 8.1561 0.0045 -0.0094 -0.0011
Si 14.9721 9.5108 8.1666 -0.0123 -0.0033 0.0055
Si 12.2417 12.2367 8.1647 -0.0021 0.0015 0.0021
Si 14.9667 14.9545 8.1665 0.0099 0.0066 -0.0015
Si 0.0106 -0.0048 9.5218 -0.009 0.0065 0.0014
Si 2.7228 2.716 9.5243 0.0023 0.0091 0.0013
Si 0.0012 5.4416 9.5218 0.0013 0.0026 0.001
Si 2.7245 8.167 9.5196 0.0012 -0.0081 -0.002
Si 0.009 10.8776 9.5226 0.0004 0.0002 -0.0003
Si 2.7254 13.5929 9.5199 0 0.0046 -0.0017
Si 5.4378 -0.011 9.5194 0.0069 -0.0043 0.0005
Si 8.1578 2.7201 9.5246 -0.0036 -0.0043 0.0019
Si 5.4389 5.4431 9.5206 0.0018 0.0036 -0.0017
Si 8.1566 8.1678 9.5167 0.005 0.0002 -0.0035
Si 5.4444 10.8892 9.519 -0.0117 0.0023 0.0001
Si 8.1562 13.5905 9.5205 -0.0038 -0.0041 0.0016
Si 10.8756 -0.0047 9.5255 0.0056 0.0019 -0.0014
Si 13.6016 2.7177 9.5262 0.0008 0.0014 0.0025
Si 10.8824 5.4486 9.521 -0.0011 -0.0099 0.0017
Si 13.6 8.1603 9.5186 0.0019 0.0047 0.0032
Si 10.8723 10.8804 9.5126 0.0026 -0.0086 -0.0005
Si 13.6041 13.5965 9.523 -0.0034 -0.0001 0.0003
Si 1.3661 14.9513 10.8815 0.0045 -0.0009 -0.0048
Si 4.0788 1.3491 10.8792 -0.0045 0.0011 -0.008
Si 1.359 4.075 10.8763 -0.0016 -0.0094 -0.0039
Si 4.0743 6.7985 10.8793 0.0004 0.005 -0.0007
Si 1.3666 9.5224 10.8865 -0.0047 -0.0028 0.0006
Si 4.0878 12.2448 10.8858 0.0033 -0.0065 0.0013
Si 6.7987 14.9519 10.8775 0.0055 0.0021 -0.0036
Si 9.5163 1.3561 10.8851 0.0063 0.0083 0.0031
Si 6.7969 4.0794 10.8817 -0.0056 0.0025 -0.001
Si 9.5219 6.8118 10.8751 -0.003 -0.0049 -0.0034
Si 6.7968 9.5236 10.8773 0.0016 0.0029 -0.0025
Si 9.5193 12.2377 10.8797 0.0037 0.0036 -0.0024
Si 12.2473 14.9617 10.8799 -0.0072 0.0028 -0.0038
Si 14.9731 1.3606 10.8776 -0.0002 -0.0091 -0.0024
Si 12.2372 4.0795 10.8768 0.0018 0.0103 -0.0012
Si 14.9584 6.7997 10.8779 -0.0095 -0.0095 -0.0031
Si 12.2392 9.5265 10.8683 0.0022 -0.0002 -0.0058
Si 14.9667 12.2396 10.8827 0.0013 0.0039 0.0037
Si 2.725 -0.0125 12.2429 -0.005 0.0072 -0.0003
Si 5.4354 2.7102 12.2357 0.0004 -0.009 -0.0001
Si 2.7146 5.4299 12.2356 -0.0032 -0.003 -0.0031
Si 5.4302 8.1643 12.2308 -0.0033 -0.0131 -0.0063
Si 2.7255 10.8886 12.2441 0.0134 0.01 0.0001
Si 5.4477 13.6017 12.2498 0.0008 0.014 -0.0044
Si 8.1547 -0.0121 12.2383 -0.0161 -0.0196 -0.0038
Si 10.8825 2.7167 12.2375 -0.0061 -0.0013 0.0066
Si 8.1642 5.4457 12.2279 0.0187 0.0111 0
Si 10.8833 8.1741 12.2319 0.0097 0.0059 -0.0039
Si 8.1556 10.8814 12.2376 -0.0068 -0.0096 -0.0046
Si 10.8833 13.6031 12.2308 0.0022 -0.0007 -0.0035
Si 13.618 0.0003 12.2346 0.0091 0.0149 -0.0044
Si 0.0118 2.7146 12.2427 0.0018 0.0145 0.0056
Si 13.5979 5.4377 12.2319 -0.003 -0.0099 0.002
Si -0.0011 8.1596 12.2364 -0.0045 0.0025 0.0004
Si 13.5965 10.8807 12.2322 -0.0133 -0.0106 -0.0065
Si 0.0048 13.6002 12.2472 -0.0043 -0.0024 0.0021
Si 1.3672 1.3434 13.6032 0.0042 -0.0051 0.0002
Si 4.0632 4.0563 13.5947 -0.0008 0.0099 0.002
Si 1.354 6.7907 13.5904 0.0022 -0.0057 -0.0001
Si 4.0834 9.5279 13.6 -0.0081 -0.0027 0.0055
Si 1.3671 12.2464 13.6097 -0.0012 -0.0013 -0.0003
Si 4.0898 -1.36 13.6102 0.0047 -0.0134 0
Si 6.7885 1.3432 13.5933 0.007 0.0049 0.0001
Si 9.5244 4.0862 13.5885 -0.0157 0.0006 0.0056
Si 6.7906 6.7998 13.5752 -0.0048 0.0059 -0.0001
Si 9.5226 9.5326 13.5918 0.0027 -0.0007 0.0027
Si 6.8067 12.24 13.6077 0.0004 -0.0045 -0.0003
Si 9.5183 14.9486 13.5951 0.0035 0.0146 -0.0026
Si 12.2568 1.3571 13.5874 0.0043 -0.0073 -0.0002
Si 14.9605 4.0777 13.5844 -0.0026 -0.0004 -0.0004
Si 12.2437 6.8109 13.5824 -0.0005 -0.0031 -0.0002
Si 14.9542 9.5207 13.5903 -0.0038 0.0067 -0.0011
Si 12.2452 12.2517 13.5882 0.0005 -0.0017 -0.0023
Si 14.9753 -1.3491 13.6095 -0.0108 0.0051 -0.0007
Si 0.0162 0.0027 14.9882 0.0012 0.0003 0.0088
Si 2.7218 2.6858 14.9762 0.0029 -0.007 0.0089
Si -0.0147 5.4372 14.95 -0.0138 -0.0087 0.009
Si 2.7123 8.1589 14.9363 0.0121 0.0029 -0.0019
Si -0.0087 10.8807 14.9475 -0.0085 -0.0002 -0.0045
Si 2.7315 13.6074 14.9731 0.0006 0.0043 0.0097
Si 5.4396 -0.0047 14.9853 -0.0065 0.0047 0.0158
Si 8.1572 2.7088 14.9237 0.0089 -0.0002 -0.0092
Si 5.4344 5.4233 14.922 -0.0014 0.0128 -0.004
Si 8.1451 8.168 14.9252 -0.0006 -0.0099 0.0013
Si 5.44 10.8895 14.9684 0.0025 0.0056 0.0077
Si 8.1755 13.5857 14.9747 -0.0044 -0.0098 0.0015
Si 10.8957 -0.0121 14.9299 -0.0074 -0.0013 -0.0084
Si 13.6172 2.7156 14.9499 0.0084 -0.0032 0.0101
Si 10.8868 5.4577 14.9405 0.0013 0.0084 0.008
Si 13.5991 8.1614 14.9549 -0.0038 -0.005 0.0034
Si 10.8691 10.9162 14.9481 -0.0104 -0.0017 0.0013
Si 13.6098 13.6045 14.9499 0.0084 -0.0071 -0.0024
O 7.2701 11.271 25.6096 -0.1593 0.1948 0.5162
O 7.7965 3.139 21.6267 -0.119 -0.0603 0.4259
O 1.3746 4.1186 20.9088 0.0803 -0.1363 0.442
O 6.7471 0.6739 28.0829 0.1685 -0.6003 0.1198
O 12.2394 9.5089 20.8604 -0.0224 -0.0225 0.3693
O 5.0883 7.8988 29.2386 0.0449 -0.0477 -0.0109
O 6.7163 8.9066 26.5399 -0.3059 0.2549 0.4962
O 5.641 10.1635 21.6115 -0.2066 -0.2617 0.3778
O 15.7868 13.3561 29.1054 -0.0894 0.0095 -0.4399
O 1.1003 0.0532 25.9199 0.1405 -0.1154 0.3106
O 4.1115 6.7933 20.7905 0.129 0.0014 0.4016
O 9.4465 9.1272 27.8798 0.1891 -0.519 -0.132
O 12.3896 11.7808 28.1887 0.182 -0.0352 -0.0213
O 5.2394 0.6684 21.5927 0.2046 0.0843 0.0921
O 7.6964 10.7774 28.8979 -0.1985 0.0316 -0.1344
O 8.9367 9.3283 25.2368 0.1271 -0.1331 -0.4539
O 1.0567 11.6449 28.0008 0.009 -0.6287 -0.0097
O 0.1511 6.7221 25.5953 -0.2904 -0.535 -0.1862
O 8.3871 13.4781 26.1392 0.0333 -0.3581 0.3358
O 2.3943 13.7617 21.8045 -0.3121 0.0426 0.2078
O 6.694 9.3647 23.8787 -0.3383 -0.3963 0.0451
O 2.2982 -0.1682 29.0133 0.1432 -0.1708 -0.5612
O 5.1521 -2.405 25.8968 0.3814 0.2411 0.0024
O 3.6593 9.4039 27.8279 -0.0851 0.5179 -0.1057
O 3.2318 2.4161 21.7055 0.133 0.1566 0.5012
O 8.8301 4.2265 28.1765 -0.401 0.4871 0.0087
O 6.2089 1.6905 25.706 -0.2622 -0.2717 0.1468
O 8.9465 -1.1768 28.1108 -0.0699 0.1874 -0.1289
O 13.209 5.1825 29.0649 -0.0888 -0.1594 -0.2198
O 14.5571 9.8606 28.0993 0.2044 0.2959 -0.0143
O 10.5766 -2.9044 29.0912 -0.1293 -0.1671 -0.472
O 10.5047 3.7953 26.1633 0.5049 -0.3271 0.0676
O 7.9626 4.2611 25.6787 -0.4486 -0.2606 -0.0879
O 0.3218 10.2973 21.7279 -0.3698 0.1362 0.3072
O 13.515 7.9327 26.7237 0.1456 -0.2474 -0.1049
O 9.4943 6.7565 20.7706 -0.0768 -0.0489 0.1815
O 8.7712 13.2774 21.5979 0.3634 0.3692 0.2359
O 12.95 -0.7124 26.087 0.3408 0.1323 -0.4524
O 0.0845 1.1724 23.8111 0.1971 0.4467 -0.2931
O 14.9137 3.4836 28.1618 0.0591 0.117 -0.2635
O 7.555 8.3016 21.6393 -0.2809 -0.4663 0.4089
O 10.4968 2.4715 29.1228 -0.0952 0.0301 -0.325
O 2.5433 10.5275 23.1194 0.4156 0.176 -0.3439
O 13.3114 14.076 21.6973 -0.1957 -0.3234 0.3587
O 8.086 10.7932 22.0938 0.1232 -0.0352 -0.3097
O 10.6847 10.9137 26.3911 -0.3142 0.4139 -0.2379
O 14.8643 7.3825 23.7544 -0.2198 0.1695 0.3931
O 10.5957 11.3654 21.7902 0.1914 0.0798 0.5124
O 6.8652 -1.3263 20.875 -0.1553 -0.0677 0.4992
O 11.7168 4.0733 23.8728 0.1623 -0.5567 0.0335
O 11.0974 8.3003 25.9932 0.1085 -0.149 -0.669
O 13.707 5.2972 22.6956 0.2739 -0.284 0.4965
O 2.2118 -1.7882 24.3294 0.2852 -0.0156 0.3369
O 15.4527 9.2021 25.6187 0.3482 0.4564 0.0425
O 13.7804 -1.4417 28.4025 -0.0203 -0.2438 -0.0837
O 2.2116 5.0958 25.853 -0.0776 0.0672 -0.4462
O 4.3571 3.5561 25.5495 0.1526 0.3577 0.2437
O 11.4978 6.8675 28.1149 -0.2725 0.1287 -0.1892
O 4.7704 7.3265 26.3232 -0.3156 -0.5777 -0.2843
O 3.3157 12.6308 27.2813 -0.0637 -0.1313 0.2311
O 5.7814 4.8793 21.5385 -0.1124 0.0064 0.3821
O 14.9983 12.2221 20.8853 0.0961 0.0013 0.5028
O 0.8465 8.6216 23.762 0.3697 -0.1208 0.2585
O 12.9732 2.9979 21.7294 -0.3576 -0.1816 0.2941
O 0.4992 1.6706 28.3505 0.1707 0.0973 -0.2924
O 6.7671 6.5262 27.8829 0.2607 -0.1962 -0.2491
O 15.9085 7.8916 29.0328 0.1032 -0.0961 -0.4103
O -0.0301 -0.4789 21.8045 0.1583 -0.557 0.1427
O 11.3493 5.0694 21.5238 -0.1254 -0.085 0.2393
O -0.2847 6.0082 21.7451 0.1555 -0.0202 0.2019
O 11.6637 -0.1795 21.6862 0.0911 0.0634 0.2951
O 1.9507 11.4354 25.4682 -0.522 -0.0139 -0.0374
O 7.7494 5.2413 23.1984 0.3624 0.2746 -0.2962
O 7.9141 -0.3005 25.9117 -0.386 -0.1374 -0.7241
O 5.84 12.5396 28.0819 -0.0448 0.171 -0.1581
O 4.3841 -1.5722 28.249 0.1235 0.5017 -0.0378
O 12.1621 13.0476 25.8709 -0.0517 -0.108 0.0246
O 2.2313 8.469 21.5655 0.1987 -0.2415 0.2406
O 14.4006 0.9357 27.6554 0.0811 0.0838 0.174
O 13.9463 7.5755 21.3989 0.0923 -0.0407 0.1815
O 9.2012 12.2437 23.9511 0.3805 -0.1459 0.1661
O 4.544 -1.9492 23.2938 0.2948 0.3114 -0.3425
O 3.8193 9.5635 25.2344 0.3262 -0.3217 -0.1586
O 2.2757 7.746 26.4073 -0.2624 0.1224 -0.298
O 11.9903 -1.6163 23.839 -0.2167 -0.4358 0.0497
O 8.6168 2.0086 26.7909 0.5557 -0.4277 0.0955
O 15.8469 2.2993 26.0288 -0.2424 0.5555 -0.2545
O 2.8721 -0.0845 22.4088 -0.5239 0.0586 -0.3193
O 4.305 1.4555 23.9317 -0.2302 -0.4078 0.3692
O 14.8795 1.4165 20.7582 -0.0596 -0.1365 0.177
O 13.2486 10.5926 26.0127 0.0768 -0.0283 -0.5987
O 14.0114 -0.0887 23.075 -0.1213 0.3075 0.1149
O 11.9407 0.4908 28.2148 -0.3835 -0.1819 -0.4668
O 0.9763 -2.586 26.4039 -0.1865 0.2587 0.1528
O 6.7459 13.1849 23.9835 0.0385 0.1712 -0.4362
O 3.0289 3.6068 27.8191 -0.381 -0.1177 -0.0072
O 7.2376 6.7084 25.3014 -0.2074 0.3609 -0.1141
O 2.0059 2.4837 25.4815 0.3215 -0.2435 -0.1976
O 9.7808 5.8314 24.6863 0.0822 0.753 -0.3997
O 10.4192 -1.2451 25.8966 0.1823 0.3866 -0.132
O 5.0293 2.4012 28.9406 0.1774 -0.0737 -0.4574
O 4.3517 11.966 24.3418 0.014 -0.2 -0.1212
O 12.1568 5.8766 25.7489 0.4088 -0.1487 -0.2687
O 15.9536 -1.3695 24.3201 -0.3374 -0.3739 0.1366
O 1.1302 6.0375 28.0327 0.2844 -0.6041 -0.1378
O 6.0856 3.2824 23.5913 -0.1057 -0.0636 0.115
O 9.6284 1.3926 20.8857 0.1181 -0.0341 0.5501
O 4.1177 12.1358 20.7833 0.0759 -0.1361 0.2683

Results
total energy: -82023.095 eV
total energy less fixed offsets of O -438.35, Si -107.03 eV per atom: -3.575 eV
